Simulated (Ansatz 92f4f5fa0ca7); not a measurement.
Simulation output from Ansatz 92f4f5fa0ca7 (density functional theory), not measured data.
Periodic cell of 223 atoms, Si132O90As1, from a study of silicon, its oxide and their interface. The atomic structure is a simulated model.
Doubt: the cutoff is far below the 930 eV that the study's wrapper takes by default for these files, so forces and energies are approximate.
This geometry differs little from another in the collection (a relaxation step or a small displacement).

Settings
functional: PBE
potential files: Ansatz PAW
basis: plane waves
wave-function cutoff: 580 eV
density cutoff ratio: 5
exchange-correlation grid ratio: 1
k mesh: 1 x 1 x 1, Gamma-centred
self-consistency stop: 5e-08 eV per atom in the density residual
occupations: fixed
spin: none
net charge: +1 e, with a uniform compensating background and no finite-size correction

Cell vectors (angstrom)
a, 10.938, 0, 0
b, 0, 10.938, 0
c, 0, 0, 32.1988

Atoms and the computed forces on them: element, x, y, z (angstrom), force x, y, z (eV/angstrom)
Si, 10.5816, 0.2213, 24.8581, -0.0017, 0.0015, 0.0004
Si, 5.7327, 10.6806, 24.7337, 0.0037, -0.0017, -0.0012
Si, 2.4761, 2.9162, 24.6314, -0.0016, 0.002, -0.0017
Si, 8.421, 2.4637, 24.8158, 0.001, -0.0027, -0.0008
Si, 0.2701, 5.169, 24.7456, 0.0034, -0.0004, -0.0004
Si, 5.1492, 5.747, 24.6827, -0.0031, 0.0032, -0.0002
Si, 2.929, 8.0089, 24.5872, 0.0003, -0.0037, 0.0002
Si, 7.9376, 8.4376, 24.7239, -0.0004, 0.0023, 0.0011
Si, 1.3253, 1.3822, 26.0252, 0.0019, -0.0023, 0.0002
Si, 6.8427, 1.3084, 26.1139, -0.0028, 0.003, 0.0026
Si, 4.039, 4.105, 25.9848, 0.0006, -0.001, 0.0036
Si, 9.6045, 4.0584, 26.0755, -0.0033, 0.0029, 0.0013
Si, 1.3932, 6.8288, 25.9922, -0.0005, 0.001, 0.0045
Si, 6.7643, 6.8525, 26.0151, 0.0027, -0.0006, 0.0013
Si, 4.0988, 9.5337, 25.9897, -0.001, 0.0018, 0.0021
Si, 9.458, 9.5705, 26.1458, 0.0016, -0.0025, 0.0017
Si, 2.7235, -0.0076, 27.3331, -0.0002, 0, -0.0022
Si, 8.1533, -0.0203, 27.555, -0.002, -0.0013, 0.0087
Si, 0.006, 2.7144, 27.4773, 0.0019, 0.0007, 0.0093
Si, 5.4373, 2.7426, 27.357, 0.0016, -0.0017, -0.0022
Si, 2.7213, 5.4674, 27.4229, -0.0005, 0.0023, 0.0034
Si, 8.181, 5.4707, 27.3415, -0.0002, -0.0009, -0.0021
Si, -0.0109, 8.1818, 27.3653, 0.0003, -0.0005, -0.0023
Si, 5.4367, 8.1981, 27.4388, -0.0027, -0.0027, 0.0057
Si, 4.0766, 1.3623, 28.7331, 0, -0.0001, 0.0016
Si, 9.576, 1.3532, 28.8399, -0.001, -0.0004, -0.0046
Si, 1.3599, 4.1066, 28.8063, -0.0013, -0.0036, -0.005
Si, 6.827, 4.1016, 28.7307, -0.0011, 0.0013, 0.0027
Si, 4.0937, 6.8186, 28.7978, 0.0011, 0, -0.0049
Si, 9.5488, 6.8228, 28.7385, 0.0003, 0.0002, 0.0022
Si, 1.3624, 9.5671, 28.7259, -0.0006, 0.0001, 0.0028
Si, 6.7801, 9.5411, 28.8551, 0.002, 0.0024, -0.0049
Si, 0.018, -0.027, 30.157, 0, 0.0008, -0.0006
Si, 5.4218, 0.0095, 30.1565, 0.0007, -0.0004, 0.0006
Si, 2.734, 2.7237, 30.1417, -0.0022, 0.0014, 0.0007
Si, 8.19, 2.748, 30.1358, 0.0007, -0.0017, -0.0006
Si, -0.0303, 5.4688, 30.1352, 0.0013, 0.0005, 0.0008
Si, 5.481, 5.4558, 30.1421, 0.0001, 0.0012, 0.0002
Si, 2.718, 8.212, 30.1217, 0.0001, -0.0015, -0.0001
Si, 8.2028, 8.1764, 30.1563, -0.0011, 0, -0.0001
Si, 1.3764, 1.3551, 31.5231, 0.0011, -0.0008, 0.0005
Si, 6.8265, 1.3725, 31.4885, 0.0009, 0.0005, 0.0013
Si, 4.1113, 4.0878, 31.5044, 0.0012, -0.0004, 0.001
Si, 9.5583, 4.1, 31.5184, -0.0008, 0.0006, 0.0001
Si, 1.345, 6.849, 31.4736, -0.0021, 0.0019, 0.0016
Si, 6.8438, 6.813, 31.5312, -0.0002, -0.0017, 0.0003
Si, 4.0728, 9.5679, 31.5223, -0.0011, 0.0007, 0.0002
Si, 9.5766, 9.5503, 31.5166, 0.0007, -0.0008, 0.0004
Si, 2.7288, -0.0066, 0.7147, -0.0022, 0.0005, 0.003
Si, 8.1963, 0.005, 0.6531, -0.001, 0.0019, 0.0012
Si, -0.0053, 2.7238, 0.6837, 0.0003, 0.0009, 0.0038
Si, 5.482, 2.7269, 0.6791, -0.0019, 0.0001, 0.0023
Si, 2.7299, 5.4925, 0.6281, -0.0014, -0.0011, 0.0019
Si, 8.2121, 5.4562, 0.7138, 0.0005, 0.0019, 0.0023
Si, 0.0084, 8.1856, 0.6867, 0.0027, -0.0032, 0.0006
Si, 5.4728, 8.2075, 0.6807, 0.0015, 0.0006, 0.0032
Si, 4.1509, 1.3485, 2.0573, 0.0055, 0.0025, -0.0004
Si, 9.5586, 1.3476, 2.0461, -0.0041, -0.0023, -0.0029
Si, 1.365, 4.1533, 2.0053, 0.0048, 0.0035, -0.0017
Si, 6.8554, 4.0588, 2.0689, -0.0033, -0.0045, -0.0006
Si, 4.0791, 6.8405, 2.034, -0.0015, -0.004, -0.0011
Si, 9.5847, 6.8323, 2.0655, 0.0009, 0.0015, -0.0024
Si, 1.3727, 9.5408, 2.0651, -0.0011, -0.0036, -0.0047
Si, 6.8338, 9.5966, 2.0404, 0.001, 0.0009, -0.0024
Si, -0.0198, -0.0417, 3.3901, 0.0094, 0.0091, 0.0017
Si, 5.4966, -0.0023, 3.4809, -0.0012, -0.0004, -0.0019
Si, 2.7303, 2.7468, 3.3085, -0.0058, -0.0054, 0.0077
Si, 8.2015, 2.6866, 3.4611, 0.0046, 0.0037, -0.0027
Si, 0.0207, 5.4729, 3.441, -0.0039, -0.0017, -0.0058
Si, 5.51, 5.5052, 3.3628, 0.0028, 0.0056, 0.0071
Si, 2.7679, 8.2105, 3.4559, -0.0044, 0.0005, -0.0047
Si, 8.2053, 8.2284, 3.3783, -0.0035, -0.003, 0.0036
Si, 1.381, 1.3814, 4.6418, -0.0017, -0.0018, -0.021
Si, 6.8573, 1.3346, 4.9056, -0.0085, 0.0032, -0.0041
As, 4.1516, 4.0812, 4.8083, -0.0006, 0.0011, -0.0325
Si, 9.5809, 4.0776, 4.7704, -0.0037, -0.0011, 0.001
Si, 1.4071, 6.8368, 4.8129, 0.0035, -0.0022, -0.0041
Si, 6.828, 6.8944, 4.7469, 0.0051, -0.0005, -0.0042
Si, 4.1359, 9.5728, 4.8568, 0.0005, 0.0061, 0.0052
Si, 9.5497, 9.5474, 4.8031, -0.0041, -0.0081, -0.0084
Si, 2.7425, 0.1085, 6.0632, 0.0132, -0.0069, -0.0001
Si, 8.206, -0.0656, 6.287, 0.0003, 0.0062, -0.0028
Si, 0.0203, 2.6587, 6.0514, -0.0049, 0.0093, 0.0012
Si, 5.5149, 2.6865, 6.3442, 0.0148, -0.0149, -0.0057
Si, 2.7789, 5.5053, 6.2285, -0.0058, 0.0126, 0.0007
Si, 8.1851, 5.4838, 6.0455, 0.0008, -0.0009, -0.0038
Si, 0.0128, 8.1851, 6.1654, -0.0013, -0.0009, -0.0011
Si, 5.5326, 8.2294, 6.2468, -0.0072, -0.003, -0.0092
Si, 3.8199, 1.5534, 7.6248, 0.0076, -0.0171, 0.0118
Si, 9.839, 1.1297, 7.4735, 0.0008, 0.013, 0.0121
Si, 1.6106, 3.781, 7.3244, -0.0218, 0.0125, -0.0007
Si, 6.676, 4.4287, 7.4949, 0.0084, -0.0034, -0.0107
Si, 4.4247, 6.6447, 7.5675, -0.0113, 0.013, -0.0094
Si, 9.3718, 6.9516, 7.4212, -0.0043, -0.0126, -0.0074
Si, 1.143, 9.9126, 7.3031, 0.01, 0.0034, 0.0126
Si, 7.16, 9.2327, 7.6909, -0.0104, -0.0043, 0.0225
O, 8.3098, 8.0881, 7.9119, 0.0014, 0.0069, 0.0063
O, 2.7324, 2.7505, 7.9476, 0.0043, -0.0122, 0.0114
O, 9.517, 1.3478, 24.2659, 0.0009, 0.0005, -0.0002
O, 4.0444, 6.8623, 24.1269, 0.001, 0.0004, -0.0011
O, 0.0326, 0.017, 7.9691, -0.0033, -0.0032, -0.005
O, 5.5212, 5.4937, 8.0259, 0.0053, 0.0045, 0.0175
O, 6.8459, 9.5712, 24.1983, -0.0005, -0.0008, -0.0004
O, 1.3672, 4.0624, 24.1676, 0.0006, -0.0021, 0.0001
O, 3.869, 7.3826, 8.9461, -0.0009, 0.0014, 0.0074
O, 0.7912, 4.3724, 8.5967, -0.0054, 0.0025, 0.0023
O, 9.8161, 6.1807, 8.8123, -0.0009, 0.0024, 0.0076
O, 2.137, 9.3733, 8.4862, -0.0013, -0.0019, 0.0009
O, 7.5302, 3.9268, 8.8026, 0.0054, -0.0046, 0.0105
O, 4.2611, 0.9154, 9.0807, 0.0009, 0.0034, -0.0001
O, 6.7305, 9.5576, 9.2362, -0.0004, 0.0021, -0.0033
O, 9.2112, 1.8552, 8.8078, -0.0008, -0.0023, 0.0002
O, 7.7013, 3.1497, 23.5171, -0.0036, 0.0027, -0.0026
O, 10.4903, 5.8452, 23.4431, -0.0032, 0.0036, -0.0029
O, 5.0833, 0.4377, 23.4029, -0.0029, 0.004, -0.0023
O, 5.8561, 5.0856, 23.3589, 0.0025, -0.0034, -0.0013
O, 3.1016, 2.2069, 23.2739, 0.0022, -0.0017, -0.001
O, 2.2948, 8.722, 23.2246, -0.0023, 0.0022, -0.0014
O, 8.6232, 7.7587, 23.3926, 0.0028, -0.0022, -0.0024
O, 0.2258, 10.3198, 23.5962, 0.0034, -0.005, -0.0056
Si, 4.3847, 1.5692, 22.4607, 0.0008, 0.0007, 0.0058
Si, 3.4907, 7.9295, 14.0375, -0.0007, 0.0005, 0.0003
Si, 7.1166, 0.9566, 14.6747, 0.0012, 0.0007, 0.002
Si, 0.9415, 9.3545, 22.5145, -0.0006, -0.0003, 0.0067
Si, 1.1899, 4.3084, 11.8947, 0, 0.0039, -0.0012
Si, 6.2673, 8.9646, 15.3248, 0.0001, -0.0015, 0.002
Si, 0.6811, 1.3705, 12.2995, 0.0002, -0.0011, 0.0026
Si, 8.624, 4.9522, 20.5061, -0.0021, 0.0031, 0.0015
Si, 0.3301, 5.7153, 9.3731, 0.0101, -0.0011, -0.0107
Si, 5.1006, 3.1254, 17.9471, -0.0001, -0.0007, -0.0034
Si, 0.8874, 3.7469, 16.7519, -0.0022, -0.0006, 0.0002
Si, 10.4029, 2.8505, 19.2312, -0.0001, 0.0014, -0.0022
Si, 5.2826, 1.1884, 10.3616, 0.0012, 0, -0.0096
Si, 0.883, 0.1801, 19.8456, 0.0027, -0.0038, 0.001
Si, 6.6506, 9.4617, 10.8839, -0.005, 0.0055, -0.0046
Si, 9.3359, 9.6794, 18.3283, 0.0016, 0.0014, -0.0032
Si, 9.3918, 9.2485, 12.5816, -0.0019, 0.0011, 0.0019
Si, 6.5667, 3.8432, 22.5776, 0, -0.0007, 0.0044
Si, 2.4418, 8.0642, 9.388, 0.0014, -0.006, -0.0113
Si, 10.5868, 7.369, 17.0786, 0.0004, 0.0003, -0.0006
Si, 2.5099, 6.2936, 16.5828, 0, 0.0002, -0.0023
Si, 10.18, 4.494, 14.197, 0.0005, -0.0022, 0.0013
Si, 6.1363, 9.186, 18.5184, -0.0005, 0.0013, -0.0059
Si, 7.9686, 2.5669, 9.5937, -0.0034, 0.0009, -0.0129
Si, 8.8823, 2.1413, 12.4662, 0.0016, 0.0019, -0.0002
Si, 5.3363, 6.2474, 18.0686, -0.0001, -0.0011, -0.0034
Si, 3.9193, 0.5566, 19.4636, -0.0011, 0.0021, 0.0035
Si, 4.2836, 3.8478, 12.0596, 0.0021, -0.0023, 0.0003
Si, 5.5439, 6.605, 12.1504, -0.0007, 0.0017, 0.0027
Si, 8.0118, 2.5085, 17.2239, 0.0006, -0.0018, -0.0011
Si, 4.3612, 2.4812, 14.972, 0, 0.0025, 0.0001
Si, 1.5408, 1.2144, 15.262, -0.0017, 0.0015, 0
Si, 1.5662, 9.4164, 12.0545, 0.0049, -0.0027, 0.0005
Si, 8.0528, 6.8549, 13.8755, 0.0004, -0.0016, 0.0048
Si, 10.3816, 9.8394, 15.4942, 0.0002, 0.0021, -0.0009
Si, 9.806, 7.0147, 22.5431, 0.0001, 0.0003, 0.0045
Si, 8.1055, 5.4862, 17.4059, 0.0016, -0.0011, 0.0024
O, 6.046, 7.9641, 11.2951, -0.0012, -0.0066, -0.0013
O, 6.0152, 9.208, 16.8998, -0.0002, 0.0006, 0.0028
O, 7.6848, 1.3587, 13.2027, -0.0044, -0.0033, 0.0012
O, 0.8969, 1.7487, 13.8665, 0.0031, -0.0005, 0.004
O, 9.4243, 6.2582, 16.8781, 0.0003, 0.0007, -0.0003
O, 6.7604, 6.2063, 13.1453, 0.0054, 0, -0.0011
O, 5.1281, 4.663, 18.612, 0.0002, 0.0011, 0.0023
O, 9.2299, 2.1635, 18.2763, -0.0009, -0.0002, 0.0008
O, 2.363, 0.0968, 19.0784, 0.001, 0, 0
O, 9.4105, 10.2369, 16.7684, -0.0011, -0.0007, 0.0014
O, 2.7954, 4.4387, 11.7081, -0.0001, -0.0014, -0.0037
O, 5.0628, 10.3236, 19.1068, 0.0013, -0.0018, 0.0015
O, 9.4313, 3.2473, 13.4918, 0.0015, 0.0037, -0.0027
O, 0.4564, 1.7682, 19.9612, -0.0003, 0.0004, 0.0029
O, 3.1536, 1.365, 15.0611, 0.0001, -0.0008, -0.0024
O, 8.1638, 5.3754, 19.0195, -0.0012, 0.0008, -0.003
O, 3.8915, 6.6032, 17.3916, 0.0019, 0.0001, 0.0016
O, 4.5786, 3.2824, 16.3884, 0.001, 0.0012, 0.0024
O, 9.0683, 5.6711, 14.3106, 0, 0.0005, -0.0044
O, 5.4467, 2.7571, 22.1333, -0.0006, -0.0006, 0.0011
O, 10.6755, 4.1471, 15.6899, 0.0029, -0.0006, 0.0026
O, 0.3442, 3.8712, 18.2857, 0.0007, 0.0007, 0.0014
O, 10.4227, 10.5165, 19.222, -0.0018, -0.0009, 0.001
O, 9.6452, 10.0315, 14.0312, 0.0021, 0.0012, 0.0038
O, 10.9087, 8.1185, 22.0859, 0.0008, 0.001, 0.0015
O, 1.193, 2.1631, 16.5324, -0.0001, 0.001, 0.0006
O, 9.7327, 3.7534, 20.4204, 0.002, -0.0026, 0.0013
O, 8.1312, 4.0342, 16.6771, -0.0004, 0.0006, -0.0013
O, -0.0432, 9.1031, 11.9085, -0.0025, 0.0007, -0.0035
O, 6.5851, 2.422, 18.0139, -0.0005, 0.0004, 0.0015
O, 5.591, 10.7267, 11.1997, 0.0014, -0.0033, -0.0007
O, 7.747, 9.5944, 18.8451, -0.0001, -0.0003, 0.0027
O, 10.0322, 1.0298, 12.0552, 0.0001, 0.0014, -0.0034
O, 1.3312, 6.9419, 9.0298, -0.0011, -0.0031, 0.0028
O, 0.6289, 4.769, 13.3561, -0.0034, 0.0009, 0.0015
O, 5.7053, 7.6242, 18.9841, 0, -0.0004, 0.0038
O, 5.2425, 5.0911, 11.5192, -0.0005, 0.0029, -0.0023
O, 2.7112, 6.9867, 15.1182, -0.0015, -0.0026, 0.0023
O, 0.9174, 2.748, 11.4652, 0.0004, -0.0012, -0.0032
O, 0.8624, 10.6867, 15.547, -0.0005, -0.0011, -0.0013
O, 2.389, 8.5798, 10.9128, -0.0042, 0.0052, 0.0074
O, 4.7028, 2.4411, 11.2667, -0.0034, 0.0057, 0.0013
O, 4.2554, 3.5131, 13.6815, 0.0002, -0.0044, 0.0051
O, 2.203, 4.6839, 16.4872, 0.0004, 0.0005, -0.0011
O, 10.7019, 8.2515, 15.6979, 0.0001, -0.0015, -0.0009
O, 6.9281, 10.2895, 14.6698, -0.0009, -0.0012, -0.0033
O, 2.3473, 8.957, 13.4252, 0.0035, -0.0022, 0.0006
O, 8.0289, 1.5227, 15.9147, 0.0009, 0.0024, 0.0014
O, 4.1231, 6.9972, 12.8543, -0.0029, 0.003, -0.0002
O, 4.1753, 2.0119, 18.7263, 0.001, 0.001, 0.0002
O, 7.2887, 4.42, 21.2586, 0.0049, 0.0025, -0.0034
O, 8.396, 2.9177, 11.1137, 0.0036, -0.0016, 0.0087
O, 1.176, 6.864, 17.3591, -0.0005, 0.0003, 0.0013
O, 5.6519, 1.5752, 14.7505, 0.0009, -0.0002, -0.0035
O, 8.1354, 9.7635, 11.5898, 0.0075, -0.0015, 0.0004
O, 9.1979, 6.2894, 21.2325, -0.0027, -0.005, -0.003
O, 8.9517, 7.719, 12.8532, -0.0012, -0.0024, -0.0026
O, 1.6523, 0.1207, 11.8726, -0.0016, 0.0003, -0.0036
O, 6.6403, 6.1499, 17.0623, -0.0011, 0.0002, -0.0005
O, 7.402, 7.8044, 15.0469, -0.0016, 0.003, -0.0012
O, 1.2107, 10.3044, 21.2302, -0.0004, 0.0054, -0.0059
O, 10.029, 8.2014, 18.3567, 0, -0.0001, 0.0019
O, 3.9432, 0.8468, 21.0801, -0.0017, -0.0037, -0.0069
O, 0.3561, 5.3418, 10.9344, 0.0023, -0.0051, 0.0057
O, 6.681, 1.5836, 9.6073, -0.002, -0.0001, 0.002
O, 4.7827, 8.7022, 14.6799, 0.003, 0.0011, -0.0018

Results
free energy: -139961.484 eV
free energy less fixed offsets of As -4856.12, O -568.88, Si -635.61 eV per atom: -5.644 eV

The program warned: the cutoff lies below the one the program advises for these potential files; the exchange-correlation potential is rough where the density is thin.
